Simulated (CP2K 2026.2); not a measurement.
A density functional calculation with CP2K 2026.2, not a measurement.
Periodic cell of 654 atoms, Si398O256, from a study of silicon, its oxide and their interface. The atomic structure is a simulated model.
Doubt: the forces sum to 4.58 eV/angstrom along one axis rather than to zero, so they err by at least 0.0070 eV/angstrom per atom on average; the grid cutoff is modest.

Settings: functional PBE; method Gaussian and plane waves; basis set DZVP-MOLOPT-SR-GTH; pseudopotentials GTH-PBE; grid cutoff 350 Ry, relative cutoff 50 Ry; k points Gamma only; occupations fixed; spin none; net charge 0.

Cell vectors (angstrom)
a 16.4025 0 0
b 0 16.4025 0
c 0 0 42.0707

Atoms: element, x, y, z (angstrom)
Si 16.152 0.035 42.057
Si 2.957 2.183 41.679
Si 16 5.704 0.014
Si 2.97 7.751 0.086
Si 16.172 11.184 0.273
Si 2.932 13.175 0.133
Si 5.217 0.101 0.193
Si 8.3 2.612 0.04
Si 5.137 5.448 41.969
Si 8.693 7.694 41.892
Si 5.185 11.03 0.1
Si 7.41 14.328 41.91
Si 10.458 0.381 41.834
Si 14.111 2.415 0.24
Si 10.903 5.377 41.792
Si 13.834 8.017 41.915
Si 10.567 10.934 41.679
Si 13.949 13.369 42.043
Si 1.412 1.227 1.187
Si 3.944 3.883 1.165
Si 1.34 6.669 1.34
Si 4.043 9.448 1.383
Si 1.355 12.247 1.594
Si 3.958 14.948 1.393
Si 6.719 1.45 1.379
Si 9.663 4.03 1.282
Si 6.875 6.663 1.112
Si 9.592 9.449 1.145
Si 6.748 12.377 1.214
Si 9.357 15.134 1.094
Si 12.217 1.346 1.181
Si 15.151 4.056 1.518
Si 12.343 6.686 1.141
Si 14.869 9.58 1.359
Si 12.161 12.22 1.03
Si 15.013 14.916 1.377
Si 0.142 2.64 2.694
Si 2.637 16.33 2.723
Si 16.364 8.179 2.637
Si 2.687 5.285 2.657
Si 16.386 13.675 2.811
Si 2.695 10.787 2.797
Si 5.36 2.765 2.694
Si 8.129 0.032 2.651
Si 5.539 8.099 2.58
Si 8.218 5.385 2.591
Si 5.409 13.632 2.711
Si 8.184 10.904 2.489
Si 10.984 2.703 2.665
Si 13.567 16.333 2.592
Si 10.972 8.121 2.544
Si 13.656 5.421 2.685
Si 10.823 13.666 2.421
Si 13.482 10.944 2.631
Si 1.378 4.023 4.126
Si 4.058 1.319 4.04
Si 1.29 9.47 4.11
Si 4.109 6.744 3.958
Si 1.326 15.025 4.164
Si 4.077 12.228 4.079
Si 6.81 4.096 4.015
Si 9.552 1.367 4.008
Si 6.852 9.544 3.938
Si 9.566 6.802 3.956
Si 6.798 15.029 4.032
Si 9.528 12.289 3.885
Si 12.3 4.073 4.055
Si 15.009 1.304 3.972
Si 12.233 9.512 4.012
Si 15.011 6.819 4.036
Si 12.186 14.972 3.936
Si 14.938 12.26 4.023
Si 16.4 0.009 10.849
Si 2.735 2.735 10.845
Si 16.392 5.466 10.868
Si 2.739 8.212 10.86
Si 16.392 10.958 10.845
Si 2.738 13.693 10.847
Si 5.476 0.023 10.854
Si 8.209 2.751 10.842
Si 5.469 5.472 10.843
Si 8.207 8.215 10.846
Si 5.483 10.952 10.872
Si 8.22 13.687 10.865
Si 10.941 0.01 10.856
Si 13.66 2.731 10.869
Si 10.92 5.476 10.85
Si 13.648 8.209 10.845
Si 10.937 10.955 10.847
Si 13.669 13.687 10.839
Si 1.372 1.377 12.212
Si 4.1 4.105 12.202
Si 1.362 6.846 12.219
Si 4.109 9.585 12.23
Si 1.353 12.35 12.209
Si 4.095 15.083 12.223
Si 6.842 1.403 12.218
Si 9.556 4.117 12.227
Si 6.841 6.839 12.198
Si 9.572 9.593 12.207
Si 6.86 12.332 12.241
Si 9.589 15.058 12.236
Si 12.308 1.362 12.246
Si 15.032 4.092 12.243
Si 12.281 6.847 12.22
Si 15.012 9.593 12.2
Si 12.308 12.332 12.202
Si 15.03 15.058 12.212
Si 0.012 2.715 13.603
Si 2.747 0.065 13.613
Si 16.381 8.229 13.555
Si 2.737 5.465 13.568
Si 0.01 13.741 13.594
Si 2.735 10.995 13.559
Si 5.47 2.772 13.587
Si 8.234 0.061 13.579
Si 5.498 8.205 13.573
Si 8.178 5.484 13.594
Si 5.497 13.746 13.573
Si 8.263 10.978 13.602
Si 10.933 2.751 13.583
Si 13.693 16.402 13.622
Si 10.918 8.231 13.585
Si 13.652 5.479 13.583
Si 10.993 13.711 13.595
Si 13.669 10.981 13.572
Si 1.373 4.106 14.948
Si 4.117 1.444 14.992
Si 1.329 9.638 14.884
Si 4.132 6.812 14.919
Si 1.354 15.135 14.986
Si 4.102 12.395 14.904
Si 6.798 4.141 14.982
Si 9.58 1.414 14.98
Si 6.887 9.578 14.922
Si 9.535 6.868 14.951
Si 6.864 15.131 14.942
Si 9.662 12.349 14.976
Si 12.301 4.099 14.949
Si 15.082 1.337 15.002
Si 12.287 9.626 14.93
Si 15.016 6.867 14.929
Si 12.341 15.049 15.018
Si 15.031 12.371 14.93
Si 0.027 0.034 16.493
Si 2.768 2.837 16.391
Si 16.341 5.439 16.264
Si 2.709 8.221 16.128
Si 0.014 11.042 16.272
Si 2.77 13.795 16.291
Si 5.538 0.114 16.347
Si 8.167 2.769 16.334
Si 5.435 5.484 16.417
Si 8.204 8.23 16.382
Si 5.524 11.022 16.169
Si 8.323 13.815 16.249
Si 11.006 0.09 16.347
Si 13.685 2.714 16.296
Si 10.895 5.468 16.269
Si 13.655 8.267 16.269
Si 11.018 10.987 16.398
Si 13.708 13.665 16.418
Si 1.435 1.521 17.827
Si 4.078 4.152 17.906
Si 1.36 6.847 17.474
Si 4.073 9.641 17.387
Si 1.377 12.452 17.629
Si 4.162 15.152 17.658
Si 6.855 1.469 17.81
Si 9.526 4.134 17.675
Si 6.795 6.879 17.782
Si 9.638 9.602 17.722
Si 6.963 12.375 17.482
Si 9.631 15.18 17.729
Si 12.405 1.399 17.762
Si 14.984 4.077 17.677
Si 12.279 6.849 17.58
Si 14.986 9.718 17.615
Si 12.429 12.275 17.866
Si 15.055 14.97 17.892
Si 16.384 2.916 19.19
Si 2.886 0.116 19.127
Si 16.398 8.251 18.679
Si 2.568 5.689 19.123
Si 0.128 13.601 19.299
Si 2.823 11.046 18.732
Si 5.513 2.711 19.345
Si 8.3 0.217 19.204
Si 5.249 8.347 18.896
Si 8.219 5.489 19.145
Si 5.706 13.83 18.785
Si 8.209 11.01 18.939
Si 10.983 2.838 18.976
Si 13.696 16.375 19.267
Si 11.033 8.197 19.039
Si 13.608 5.492 18.941
Si 11.006 13.74 19.041
Si 13.864 10.936 19.372
Si 0.815 4.794 20.506
Si 4.136 1.288 20.829
Si 1.406 9.611 19.884
Si 3.537 7.512 20.384
Si 1.337 15.36 20.436
Si 4.498 12.224 19.912
Si 6.779 4.288 20.602
Si 10.05 1.32 20.515
Si 6.425 9.964 20.069
Si 9.734 6.774 20.412
Si 7.109 14.951 20.382
Si 9.31 12.662 20.218
Si 11.921 4.544 20.351
Si 15.417 1.159 20.457
Si 12.803 9.058 20.414
Si 15.04 6.938 20.049
Si 12 15.18 20.633
Si 15.76 11.802 20.823
Si 14.143 1.04 23.174
Si 7.086 2.9 23.445
Si 2.714 3.516 22.501
Si 14.302 7.945 29.135
Si 2.156 5.875 29.699
Si 11.545 13.056 28.001
Si 11.555 2.737 22.694
Si 6.685 7.147 24.508
Si 4.309 12.923 24.713
Si 6.05 0.042 22.926
Si 12.081 0.017 26.021
Si 11.871 9.732 23.337
Si 7.553 12.708 25.155
Si 15.89 12.899 27.797
Si 7.355 16.356 28.732
Si 3.963 7.895 25.79
Si 2.389 9.635 27.583
Si 0.834 12.13 23.374
Si 3.017 13.736 22.187
Si 10.583 15.941 28.703
Si 8.118 8.684 22.337
Si 9.239 11.151 27.166
Si 12.263 3.175 25.336
Si 15.001 3.012 25.134
Si 9.449 3.851 27.734
Si 13.787 9.647 25.494
Si 12.926 14.8 23.589
Si 0.976 0.353 27.003
Si 13.611 12.864 25.813
Si 4.885 5.813 22.297
Si 15.16 14.708 30.128
Si 2.699 10.384 24.775
Si 2.748 0.753 29.663
Si 1.963 5.813 26.513
Si 9.606 11.424 22.993
Si 10.493 4.674 30.297
Si 6.888 5.346 27.975
Si 5.373 12.484 31.486
Si 9.141 7.275 30.6
Si 1.432 3.014 25.185
Si 0.302 12.95 35.064
Si 13.819 11.001 29.105
Si 3.376 10.768 30.372
Si 5.857 3.236 26.132
Si 5.216 1.947 28.676
Si 10.92 8.837 25.801
Si 1.224 15.408 31.654
Si 7.829 11.08 32.347
Si 13.429 5.35 30.124
Si 1.666 13.745 25.978
Si 9.316 10.083 29.996
Si 10.005 13.706 35.276
Si 10.535 11.859 31.903
Si 14.298 0.233 27.979
Si 13.708 3.23 27.781
Si 15.934 6.536 31.049
Si 14.688 12.039 31.661
Si 0.061 16.122 34.319
Si 8.544 1.999 25.681
Si 16.189 7.995 26.783
Si 8.939 6.47 26.433
Si 6.756 15.094 31.591
Si 7.356 15.713 25.67
Si 11.564 0.662 31.43
Si 10.969 8.377 36.302
Si 6.342 6.432 30.614
Si 4.682 14.281 33.539
Si 11.77 14.426 32.805
Si 3.656 15.502 35.916
Si 3.703 7.949 31.305
Si 11.138 11.02 34.647
Si 2.893 12.747 36.866
Si 0.083 15.44 38.998
Si 7.093 4.722 34.929
Si 8.494 5.233 32.27
Si 1.225 12.271 32.132
Si 1.252 0.949 36.862
Si 6.04 0.907 35.537
Si 3.708 3.326 30.833
Si 14.175 11.203 34.759
Si 8.417 15.835 34.036
Si 13.551 0.094 33.245
Si 2.228 4.877 34.96
Si 14.057 8.226 36.062
Si 2 5.981 37.697
Si 14.069 9.081 39.021
Si 0.405 10.46 39.644
Si 4.52 3.302 33.986
Si 10.967 1.364 34.115
Si 5.464 9.484 39.44
Si 10.608 2.412 37.026
Si 5.449 12.142 35.636
Si 7.434 9.998 35.118
Si 7.5 2.748 37.23
Si 7.286 11.335 37.649
Si 14.966 4.03 39.809
Si 8.155 7.328 36.262
Si 1.673 7.132 33.328
Si 1.367 3.181 38.925
Si 13.566 14.709 39.164
Si 2.572 8.585 39.229
Si 1.696 13.045 39.323
Si 6.903 4.398 39.804
Si 7.453 7.411 39.297
Si 11.107 13.239 38.061
Si 8.915 12.802 39.959
Si 12.169 3.824 39.172
Si 11.413 10.26 38.641
Si 0.113 6.538 35.635
Si 11.827 0.779 39.168
O 1.648 2.414 37.486
O 15.013 1.174 41.671
O 0.526 6.554 37.224
O 2.182 2.591 40.235
O 1.054 7.609 34.78
O 15.869 5.221 40.487
O 1.338 9.509 38.704
O 2.235 8.24 40.776
O 15.133 12.275 41.566
O 0.795 10.489 41.231
O 2.084 13.502 40.83
O 0.189 15.847 40.572
O 4.177 1.056 41.299
O 6.258 15.474 41.457
O 7.753 3.459 40.812
O 9.265 1.46 41.417
O 5.458 4.707 40.498
O 4.084 6.668 41.578
O 8.255 8.301 40.407
O 9.849 6.594 41.418
O 4.078 12.134 41.591
O 5.789 10.218 40.855
O 7.816 13.897 40.38
O 10.274 13.534 39.434
O 10.966 16.37 40.297
O 12.123 2.275 39.744
O 11.445 4.779 40.308
O 7.992 7.738 37.815
O 14.051 3.402 40.998
O 13.478 8.195 40.272
O 15.233 7.149 41.963
O 9.286 11.932 41.298
O 11 10.262 40.22
O 13.426 14.202 40.706
O 11.184 1.004 37.668
O 3.023 2.382 21.372
O 1.404 4.326 21.975
O 7.114 2.25 26.38
O 5.797 3.258 24.474
O 0.373 10.479 20.847
O 15.147 7.384 27.857
O 2.387 8.655 20.818
O 3.987 7.11 21.927
O 0.182 0.054 20.868
O 2.097 15.046 21.89
O 3.93 13.407 20.904
O 10.857 5.675 20.971
O 7.249 3.887 22.167
O 11.167 3.463 24.151
O 10.178 2.195 21.963
O 5.444 11.143 20.787
O 6.933 8.99 21.281
O 5.706 5.524 20.908
O 9.026 7.446 21.761
O 6.659 15.293 21.95
O 6.779 1.484 28.776
O 8.154 13.722 20.691
O 9.98 12.244 21.656
O 12.58 1.484 22.939
O 12.393 3.763 21.729
O 14.982 1.709 21.955
O 13.645 3.748 24.595
O 11.923 9.478 21.748
O 13.414 9.638 23.892
O 16.063 5.957 20.958
O 13.999 7.953 20.911
O 12.262 14.466 22.128
O 10.844 16.324 20.899
O 15.832 12.164 22.511
O 0.943 13.276 24.564
O 14.904 13.458 26.617
O 14.169 15.814 23.228
O 8.584 0.388 25.408
O 2.452 2.797 23.941
O 3.977 4.523 22.655
O 1.903 4.238 26.139
O 2.301 5.808 28.095
O 15.348 7.943 30.411
O 1.269 10.657 24.008
O 0.907 8.936 27.529
O 11.218 14.414 28.881
O 8.019 14.243 25.425
O 10.907 16.319 27.144
O 7.338 8.412 23.735
O 4.017 13.942 23.464
O 13.681 9.407 28.768
O 10.084 12.426 27.693
O 12.19 1.569 25.581
O 11.89 15.522 24.659
O 11.088 11.152 23.669
O 8.44 12.168 23.883
O 10.067 7.63 26.454
O 7.904 11.711 26.405
O 16.07 13.954 29.011
O 15.227 8.888 25.757
O 6.921 1.411 22.82
O 4.608 0.45 22.223
O 2.438 15.988 30.744
O 3.284 8.862 24.629
O 5.903 6.133 23.517
O 0.622 6.72 26.136
O 3.304 13.464 25.909
O 2.015 12.465 22.306
O 13.818 11.237 25.874
O 3.854 11.414 24.265
O 4.967 3.107 29.804
O 8.961 16.087 28.825
O 9.04 9.987 22.514
O 7.794 6.661 27.589
O 2.468 10.699 26.356
O 10.142 10.223 26.181
O 12.399 3.747 26.88
O 13.521 13.444 24.289
O 0.005 3.552 24.566
O 15.008 3.209 26.764
O 7.949 4.142 28.362
O 10.453 3.662 29.007
O 12.503 8.928 26.269
O 8.04 10.204 30.994
O 12.574 11.96 28.659
O 1.411 15.344 26.274
O 1.277 1.606 25.989
O 0.988 12.827 27.158
O 14.132 15.674 29.297
O 5.58 7.73 25.587
O 14.633 5.535 31.231
O 12.237 13.359 26.551
O 13.841 11.034 30.723
O 5.91 12.781 25.02
O 3.602 8.551 27.264
O 8.484 2.897 24.313
O 6.045 4.78 26.678
O 13.147 6.822 29.434
O 6.157 15.969 24.528
O 1.499 13.815 31.726
O 2.605 10.437 28.974
O 10.984 8.615 24.175
O 12.037 4.833 30.8
O 11.197 0.599 29.831
O 7.545 7.495 30.272
O 8.023 6.383 25.08
O 8.974 12.279 32.284
O 8.81 10.272 28.465
O 4.579 11.875 30.196
O 7.028 5.263 31.534
O 10.47 11.169 30.422
O 1.768 0.61 28.388
O 4.264 0.666 29.05
O 16.263 11.726 31.448
O 1.384 12.735 36.261
O 16.154 15.666 30.987
O 15.227 11.527 28.415
O 0.416 0.834 35.467
O 2.355 11.27 31.537
O 4.779 2.526 27.163
O 3.237 6.437 25.69
O 6.858 15.754 27.25
O 6.745 15.822 30.148
O 9.968 8.612 30.239
O 9.763 5.087 26.698
O 3.443 14.989 34.352
O 1.164 16.14 33.115
O 6.239 11.414 32.365
O 6.537 13.551 31.09
O 9.865 6.087 29.727
O 13.912 4.27 28.996
O 14.842 1.474 24.592
O 11.032 15.617 31.989
O 11.567 13.108 31.881
O 8.178 10.247 33.701
O 5.578 13.425 34.631
O 11.159 14.243 34.285
O 10.905 1.787 32.489
O 13.308 14.874 33.112
O 15.054 0.289 33.748
O 13.639 1.696 28.347
O 5.527 15.397 32.672
O 12.617 11.529 35.174
O 15.822 0.334 27.446
O 1.005 12.261 33.755
O 15.326 12.136 35.479
O 0.568 5.774 30.042
O 14.276 11.626 33.181
O 14.445 13.578 31.087
O 3.559 14.226 36.886
O 2.891 12.337 38.452
O 4.262 3.221 32.373
O 10.772 2.427 35.381
O 4.15 9.435 30.873
O 2.719 7.333 30.162
O 5.88 5.78 29.175
O 4.219 13.166 32.442
O 5.144 1.941 34.637
O 5.157 16.047 36.001
O 2.595 2.172 30.474
O 13.189 0.75 31.764
O 13.472 15.977 26.741
O 9.627 2.512 26.791
O 9.182 6.74 32.166
O 5.073 7.062 31.411
O 10.728 9.592 35.267
O 9.792 7.267 36.027
O 8.101 15.463 32.462
O 8.597 14.441 34.901
O 11.116 10.819 33.024
O 0.314 0.307 38.026
O 0.341 6.876 32.415
O 3.001 4.757 30.522
O 0.561 4.999 35.126
O 12.471 7.798 35.992
O 3.886 11.801 35.998
O 16.376 14.563 34.885
O 7.237 0.372 34.604
O 11.025 11.624 37.839
O 15.105 14.648 38.656
O 9.766 0.292 34.294
O 7.488 3.407 35.756
O 8.245 4.806 33.791
O 9.528 4.196 31.53
O 8.156 10.608 36.464
O 7.333 5.96 35.955
O 2.653 0.215 36.501
O 6.363 12.508 36.96
O 3.04 3.488 34.707
O 6.593 1.419 36.998
O 12.474 0.729 34.326
O 2.793 8.109 32.669
O 5.965 10.709 35.042
O 14.384 9.613 35.208
O 9.994 12.096 35.078
O 13.17 16.282 38.98
O 2.828 5.513 36.358
O 14.464 8.292 37.652
O 14.958 6.986 35.461
O 2.53 5.757 33.615
O 2.791 7.219 38.377
O 12.637 13.762 38.214
O 0.432 12.02 39.184
O 15.32 9.878 39.612
O 5.568 4.542 34.347
O 1.862 4.728 38.724
O 10.387 14.018 36.828
O 3.889 9.516 39.093
O 6.774 3.649 38.369
O 7.641 5.834 39.607
O 1.292 14.438 38.606
O 9.06 2.458 37.561
O 8.297 11.88 38.776
O 5.897 7.904 39.422
O 11.367 3.708 37.72
O 7.394 8.391 35.294
O 6.27 10.245 38.27
O 13.702 4.373 38.789
O 16.131 3.096 39.131
O 10.849 8.943 37.847
O 13.026 10.237 38.576
Si 16.332 0.001 5.441
Si 2.746 2.676 5.462
Si 16.381 5.442 5.405
Si 2.742 8.115 5.38
Si 16.332 10.909 5.403
Si 2.73 13.628 5.437
Si 5.445 16.387 5.406
Si 8.18 2.723 5.377
Si 5.462 5.453 5.397
Si 8.211 8.191 5.335
Si 5.49 10.875 5.382
Si 8.195 13.633 5.337
Si 10.899 16.37 5.358
Si 13.682 2.694 5.378
Si 10.91 5.455 5.375
Si 13.641 8.188 5.391
Si 10.872 10.928 5.329
Si 13.585 13.652 5.361
Si 1.333 1.346 6.795
Si 4.107 4.088 6.778
Si 1.356 6.798 6.771
Si 4.098 9.523 6.742
Si 1.331 12.268 6.764
Si 4.096 15.013 6.78
Si 6.825 1.358 6.753
Si 9.549 4.09 6.744
Si 6.839 6.841 6.73
Si 9.544 9.564 6.726
Si 6.84 12.278 6.735
Si 9.541 15.009 6.729
Si 12.285 1.336 6.726
Si 15.016 4.076 6.766
Si 12.277 6.818 6.748
Si 14.992 9.547 6.778
Si 12.242 12.276 6.727
Si 14.966 15.006 6.756
Si 16.386 2.734 8.144
Si 2.723 16.387 8.133
Si 16.392 8.189 8.128
Si 2.731 5.452 8.138
Si 16.373 13.66 8.11
Si 2.732 10.912 8.112
Si 5.477 2.728 8.129
Si 8.198 16.391 8.111
Si 5.475 8.192 8.122
Si 8.197 5.474 8.106
Si 5.484 13.652 8.123
Si 8.199 10.928 8.115
Si 10.931 2.722 8.1
Si 13.639 16.396 8.124
Si 10.918 8.206 8.1
Si 13.647 5.455 8.121
Si 10.913 13.662 8.107
Si 13.628 10.936 8.112
Si 1.355 4.099 9.502
Si 4.098 1.366 9.481
Si 1.359 9.567 9.493
Si 4.098 6.836 9.488
Si 1.345 15.028 9.48
Si 4.102 12.296 9.488
Si 6.838 4.11 9.478
Si 9.568 1.364 9.479
Si 6.83 9.575 9.489
Si 9.561 6.842 9.474
Si 6.838 15.037 9.495
Si 9.558 12.305 9.484
Si 12.285 4.089 9.492
Si 15.014 1.362 9.491
Si 12.277 9.569 9.479
Si 15.018 6.824 9.493
Si 12.279 15.031 9.48
Si 15.009 12.302 9.473

Results
total energy: -154801.216 eV
total energy less fixed offsets of O -438.35, Si -107.03 eV per atom: 14.324 eV

Forces (eV/angstrom) on atoms 93 to 376 of the 654, counted in the order above; the others are left out for length: element, x, y, z
Si 0.03 0.033 0.003
Si -0.019 0.012 0.007
Si 0.04 -0.02 -0.001
Si 0.043 -0.004 -0.001
Si 0.021 0.015 -0.007
Si 0.019 -0.015 0
Si -0.009 0.016 -0.013
Si 0.02 0.02 -0.013
Si -0.013 0.013 0.01
Si -0.014 0.009 0.014
Si -0.032 0.004 0.013
Si 0.016 0.035 0.013
Si 0.016 -0.02 -0.002
Si 0.002 -0.043 -0.012
Si 0.035 0.038 -0.02
Si 0.026 0.003 -0.012
Si 0.077 -0.041 -0.008
Si -0.064 -0.014 0.029
Si -0.013 0.041 -0.028
Si -0.007 0.021 0.002
Si -0.042 -0.004 0
Si -0.019 -0.004 -0.019
Si -0.05 0.024 -0.002
Si -0.025 -0.038 -0.025
Si 0.029 -0.036 0.013
Si -0.004 0.059 0.02
Si -0.052 0.003 -0.006
Si -0.023 -0.074 0.035
Si -0.006 0.031 -0.03
Si 0.035 -0.023 0.009
Si -0.024 0.032 0.025
Si -0.015 0.049 -0.006
Si -0.01 -0.097 -0.01
Si 0.005 -0.01 -0.001
Si -0.034 0.017 0.022
Si 0.062 0.074 0.053
Si 0.003 -0.046 -0.065
Si -0.049 0.036 -0.006
Si 0.076 0.001 0.003
Si -0.009 -0.015 -0.024
Si -0.026 -0.037 0.074
Si 0.04 0.002 0.064
Si 0.041 0.053 -0.009
Si -0.026 -0.02 0.007
Si 0.029 -0.011 0.028
Si 0.072 0.164 -0.031
Si -0.063 -0.035 0.014
Si -0.028 0.036 0.033
Si 0.014 -0.072 0.004
Si 0.038 -0.001 -0.014
Si -0.003 -0.015 0.076
Si 0.027 0.011 0.03
Si 0.028 -0.027 0.235
Si -0.032 -0.139 0.067
Si 0.114 0.01 -0.009
Si 0.008 0.034 -0.021
Si -0.119 0.001 0.08
Si -0.052 0.035 -0.006
Si -0.11 0.002 -0.008
Si 0.006 0.11 0.002
Si 0.113 -0.012 0.101
Si 0.048 -0.051 0.043
Si -0.023 -0.022 0.019
Si -0.01 -0.186 0.061
Si -0.121 -0.006 0.103
Si 0.046 -0.002 -0.014
Si 0.09 0.06 0.077
Si -0.145 0.093 0.071
Si -0.011 -0.054 -0.005
Si 0.115 0.034 0.035
Si 0.009 0.054 -0.062
Si -0.088 0.088 0.295
Si 0.096 -0.078 -0.12
Si -0.002 -0.118 -0.204
Si -0.038 0.061 -0.138
Si -0.146 0.033 -0.097
Si -0.025 -0.035 0.026
Si -0.118 0.015 -0.098
Si -0.084 0.005 -0.013
Si 0.004 -0.081 -0.099
Si 0.199 0.185 -0.278
Si -0.004 0.029 0.022
Si 0.105 -0.119 -0.01
Si 0.071 -0.07 -0.085
Si -0.127 -0.01 -0.228
Si 0.05 0.115 -0.125
Si 0.031 -0.04 0.089
Si 0.086 -0.028 0.005
Si 0.094 -0.063 0.158
Si -0.003 -0.169 0.155
Si -0.063 -0.071 0.131
Si 0.109 0.066 0.264
Si 0.098 0.161 0.301
Si 0.047 -0.015 0.296
Si -0.089 -0.066 0.187
Si 0.043 -0.134 0.297
Si -0.011 -0.056 0.27
Si 0.009 0.091 -0.054
Si 0.01 -0.143 0.15
Si -0.064 0.133 0.301
Si 0.07 0.126 0.251
Si -0.055 0.016 0.339
Si 0.039 0.034 0.158
Si -0.21 0.042 0.306
Si -0.177 0.056 0.136
Si -0.003 -0.174 0.167
Si -0.157 0.144 -0.1
Si -0.139 0.021 -0.259
Si 0.138 0.043 0.364
Si -0.238 0.118 -0.131
Si -0.125 -0.011 -0.187
Si 0.058 -0.005 0.344
Si -0.007 0.053 0.089
Si -0.081 0.203 0.038
Si -0.122 0.128 0.34
Si 0.12 -0.004 0.099
Si 0.05 -0.262 0.03
Si 0.065 -0.137 0.006
Si 0.222 -0.166 -0.056
Si -0.102 -0.034 -0.041
Si 0.146 -0.09 0.001
Si 0.009 0.057 0.28
Si 0.289 -0.041 -0.191
Si 0.123 0.027 0.065
Si 0.097 -0.008 0.226
Si -0.077 0.1 0.252
Si -0.116 -0.081 0.071
Si 0.03 0.076 -0.111
Si -0.001 -0.028 -0.26
Si 0.025 -0.042 -0.147
Si -0.169 0.199 0.119
Si -0.115 0.042 0.203
Si 0.122 -0.341 0.137
Si 0.02 -0.134 0.314
Si 0.037 -0.008 -0.006
Si 0.126 -0.145 0.099
Si -0.213 0.012 -0.063
Si -0.044 -0.092 -0.225
Si 0.046 -0.139 -0.289
Si -0.044 0.169 -0.109
Si 0.163 -0.069 -0.227
Si 0.073 -0.148 0.354
Si 0.087 0.013 0.206
Si 0.065 -0.064 -0.211
Si -0.071 -0.108 -0.029
Si -0.071 0.025 -0.163
Si 0.055 0.121 -0.134
Si 0.085 0.25 -0.081
Si -0.063 0.037 -0.159
Si 0.016 -0.174 -0.086
Si 0.079 0.198 0.169
Si 0.081 -0.118 -0.285
Si -0.015 -0.132 -0.038
Si 0.103 0.259 0.067
Si -0.012 -0.089 -0.128
Si 0.156 -0.1 -0.133
Si -0.065 0.037 -0.196
Si -0.125 0.107 -0.243
Si -0.241 0.205 0.377
Si -0.064 0.084 -0.161
Si -0.014 -0.098 -0.198
Si 0.01 0.033 -0.042
Si 0.099 0.019 0.003
Si -0.325 0.066 -0.01
Si 0.008 0.018 0.241
Si 0.07 0.075 -0.22
Si -0.101 0.019 -0.265
Si 0.064 0.04 -0.103
Si -0.034 -0.001 -0.265
Si 0.045 -0.097 -0.009
Si -0.066 0.027 0.078
Si 0.008 0.005 0.19
Si -0.02 0.031 -0.179
Si 0.191 0.119 -0.037
Si -0.003 0.184 -0.165
Si -0.043 -0.007 0.209
Si -0.06 -0.031 0.081
Si 0.144 0.134 -0.122
Si 0.007 0.104 -0.246
Si 0.056 0.049 0.034
Si 0.027 0.021 0.124
Si 0.039 -0.145 0.327
Si -0.042 -0.005 0.036
Si 0.159 0.042 -0.274
Si 0.133 0.141 -0.189
Si -0.004 0.03 0.158
Si 0.061 -0.093 -0.081
Si -0.058 0.009 0.032
Si 0.054 -0.093 0.054
Si 0.062 0.004 -0.079
Si -0.118 -0.001 0.369
Si -0.045 -0.093 0.089
Si -0.143 -0.043 0.203
Si -0.105 -0.069 0.031
Si 0.116 -0.032 0.223
Si 0.113 -0.087 0.067
Si 0.039 0.017 -0.121
Si -0.078 0.142 0.16
Si 0.015 0.032 0.153
Si -0.076 0.08 0.163
Si 0.038 -0.163 0.185
Si 0.024 0.089 0.318
Si -0.009 -0.081 0.014
Si 0.046 -0.079 0.259
Si -0.037 0.018 0.231
Si -0.009 0.068 0.189
Si -0.046 -0.053 0.283
Si -0.084 -0.004 -0.005
Si -0.05 0.13 -0.089
Si 0.129 0.055 -0.151
Si 0.048 0.047 -0.275
Si 0.004 0.012 0.284
Si 0.033 0.231 0.24
Si -0.14 -0.024 -0.155
Si -0.042 -0.044 0.006
Si -0.159 -0.039 0.192
Si -0.061 0.047 0.168
Si 0.19 -0.196 -0.036
Si -0.096 0.087 -0.024
Si 0.085 -0.02 -0.173
Si 0.054 -0.077 -0.111
Si 0.034 -0.023 0.302
Si -0.12 0.131 -0.255
Si 0.029 0.067 -0.214
Si 0.211 -0.084 -0.25
Si 0.177 -0.049 0.013
Si -0.051 -0.07 0.043
Si -0.219 0.215 -0.28
Si 0.084 -0.021 -0.095
Si 0.048 -0.066 -0.415
Si -0.014 -0.169 -0.29
Si -0.014 0.071 -0.272
Si -0.148 -0.007 0.253
Si 0.03 0.076 -0.353
O -0.091 0.002 0.206
O 0.051 0.188 0.345
O -0.195 0.181 0.133
O 0.278 -0.286 0.343
O -0.078 -0.016 -0.02
O 0.458 -0.056 0.309
O -0.034 0 0.137
O -0.239 -0.077 -0.014
O -0.127 0.114 0.335
O -0.137 0.171 0.038
O -0.242 -0.01 0.179
O -0.131 0.073 0.399
O 0.019 -0.01 0.321
O 0.061 -0.474 0.297
O 0.157 0.013 0.119
O 0.081 -0.054 0.449
O 0.088 -0.118 0.182
O 0.291 -0.072 0.115
O 0.308 -0.081 0.19
O -0.414 0.12 0.319
O 0.134 -0.018 0.497
O 0.367 0.241 0.21
O 0.037 0.017 -0.109
O -0.128 0.016 0.23
O -0.227 -0.076 0.435
O 0.142 0.082 0.154
O -0.057 0.21 0.576
O 0.085 0.148 0.158
O -0.288 0.186 0.082
O 0.017 -0.067 0.532
O -0.203 -0.03 0.254
O 0.213 0.235 0.006
O 0.188 -0.111 0.482
O -0.183 -0.276 0.237
O 0.145 0.089 0.272
O -0.207 0.122 0.163
O -0.042 0.1 0.276
O -0.122 -0.205 0.207
O 0.204 -0.154 -0.275
O -0.312 0.456 -0.004
O -0.274 -0.29 0.226
O 0.281 -0.412 -0.356
O 0.285 -0.22 -0.02
O -0.217 0.179 -0.381
O 0.071 -0.096 0.031
O -0.154 0.195 0.1
O -0.033 -0.185 -0.551
O 0.154 0.067 -0.386
O 0.123 -0.153 -0.148
O -0.226 0.033 -0.094
